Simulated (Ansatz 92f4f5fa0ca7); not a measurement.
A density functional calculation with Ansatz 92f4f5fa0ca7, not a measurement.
Periodic cell of 469 atoms, Si304O165, from a study of silicon, its oxide and their interface. The atomic structure is a simulated model.
Doubt: the cutoff is far below the 930 eV that the study's wrapper takes by default for these files, so forces and energies are approximate.

Settings: functional PBE; potential files Ansatz PAW; basis plane waves; wave-function cutoff 580 eV; density cutoff ratio 5; exchange-correlation grid ratio 1; k mesh 1 x 1 x 1, Gamma-centred; self-consistency stop 5e-08 eV per atom in the density residual; occupations fixed; spin none; net charge 0.

Cell vectors (angstrom)
a	15.4691	0	0
b	0	15.4691	0
c	-7.2634	1.0387	34.9302

Atoms and the computed forces on them: element, x, y, z (angstrom), force x, y, z (eV/angstrom)
Si	-6.0783	-2.9155	24.9385	0.0029	-0.0087	0.0046
Si	-2.1949	-3.4385	24.4055	0.0041	0.002	0.0136
Si	-1.4843	-6.5064	24.9311	-0.0002	0.0105	-0.0145
Si	-7.8719	0.7713	25.9045	0.0015	0.0006	0.0052
Si	-7.7388	4.8558	26.1666	0.0098	-0.0014	-0.0038
Si	-8.0191	-6.6972	26.2553	0.0042	-0.0008	-0.0048
Si	-7.8433	-2.9472	26.4389	0.0006	0.0033	-0.0001
Si	-3.067	1.0064	26.074	0.0003	-0.003	0.0148
Si	-3.1719	5.0083	26.0979	0.0063	-0.0027	0.0132
Si	-3.4924	-6.6518	26.1566	0.0001	-0.0008	0.0103
Si	-3.877	-2.8923	25.9879	0.0064	-0.0014	0.0077
Si	0.0724	1.1404	26.2284	-0.0102	-0.0021	-0.0152
Si	-0.0017	4.9671	26.0639	-0.0113	-0.0105	-0.0203
Si	0.5644	-6.5986	26.1061	0.0072	-0.0066	-0.0079
Si	0.4266	-2.6737	25.965	-0.0103	0.0195	-0.0408
Si	-10.3117	0.965	25.9634	-0.0074	-0.0004	-0.0043
Si	-10.1972	4.9553	26.0509	-0.0041	0.0018	0.0036
Si	-10.4668	-6.7072	26.2567	-0.0025	-0.0012	0.0013
Si	-10.234	-2.9468	26.0687	0.0006	-0.0048	0.0024
Si	-7.3049	2.7892	27.2474	0.001	-0.0026	-0.001
Si	-7.3435	6.8061	27.4432	-0.0007	0.0022	0.0027
Si	-7.3815	-4.8778	27.6476	0.0004	0.0007	-0.0004
Si	-7.3553	-0.9204	27.505	0.0046	0.0036	-0.0034
Si	-3.4071	2.9866	27.3523	0.0074	-0.001	-0.0052
Si	-3.4389	6.8813	27.4845	0.0051	-0.0027	-0.0053
Si	-3.4984	-4.716	27.4725	0.0017	0.0007	-0.0042
Si	-3.4207	-0.9631	27.335	0.0049	-0.0031	-0.0008
Si	0.3967	3.0868	27.4608	-0.0009	0.0021	0.0075
Si	0.4513	6.8922	27.3835	0.0029	0.0014	0.0106
Si	0.51	-4.63	27.364	0.0068	-0.0113	0.0238
Si	0.4646	-0.842	27.4317	0.0014	-0.0004	0.0123
Si	-10.9567	2.9601	27.2013	0.0004	0.0001	0.0009
Si	-10.9929	6.7827	27.3939	-0.0007	-0.0006	0.0003
Si	-10.975	-4.7503	27.4756	-0.0009	0.0044	-0.0022
Si	-10.9839	-0.951	27.2376	0	0.0013	-0.0006
Si	-9.1633	2.9082	28.7503	0.0003	0.0002	0.0001
Si	-9.1945	6.792	28.8933	-0.0002	-0.0013	0.0026
Si	-9.236	-4.7914	29.0178	0.0006	-0.0003	0.0022
Si	-9.244	-0.8875	28.8599	-0.004	-0.002	0.0007
Si	-5.3687	2.9208	28.6691	0.0013	0.002	-0.0027
Si	-5.382	6.8175	28.7864	-0.0014	-0.0009	0.001
Si	-5.3674	-4.801	28.8641	-0.0031	0.0014	0.0034
Si	-5.3334	-0.8888	28.7413	0.0003	0.0005	-0.0001
Si	-1.517	3.0145	28.8284	-0.0016	0.003	0.0001
Si	-1.4636	6.909	28.8008	-0.0016	-0.0003	-0.0013
Si	-1.4616	-4.7044	28.7341	-0.0033	0.0044	-0.0004
Si	-1.49	-0.921	28.7706	-0.0022	-0.0013	-0.0054
Si	2.4836	2.9935	28.6215	0.0017	0.0015	0.0011
Si	2.4415	6.7982	28.6874	0.0043	0.0011	-0.0003
Si	2.4506	-4.7069	28.7233	-0.0006	0.0003	0.0024
Si	2.488	-0.8917	28.6575	0.0023	-0.0014	0.004
Si	-9.2093	1.043	30.1795	-0.0005	0.0007	0.0013
Si	-9.1854	4.8347	30.1642	0	-0.0022	0.0019
Si	-9.2054	8.7125	30.2384	-0.0013	-0.0015	0.0027
Si	-9.2027	-2.8035	30.2196	0.0002	0	0.0023
Si	-5.3293	1.0377	30.121	-0.0015	0.0003	0.0019
Si	-5.3571	4.8546	30.1059	-0.0009	0.0001	0.0004
Si	-5.3371	8.7307	30.1771	-0.0009	-0.0013	0
Si	-5.3453	-2.8158	30.1415	0.0009	-0.0003	0.0005
Si	-1.4795	1.0371	30.1381	0.002	0.0013	0.0021
Si	-1.4743	4.9526	30.1606	0.0011	0.0013	0.0005
Si	-1.461	8.834	30.14	0.006	-0.0022	-0.002
Si	-1.464	-2.8206	30.1546	0.0027	0.0014	-0.0007
Si	2.4404	1.0544	30.0583	0.0002	0.0001	0.0015
Si	2.4298	4.8842	30.0933	-0.0021	-0.001	-0.0001
Si	2.4218	8.7717	30.0746	-0.0015	0.0009	-0.002
Si	2.428	-2.7935	30.1111	0.0006	0.0009	0.0005
Si	-7.2634	1.0387	31.5115	0.0896	-0.0116	-0.0192
Si	-7.2634	4.9058	31.5115	0.0865	-0.2152	0.0778
Si	-7.2634	8.773	31.5115	0.1025	-0.121	0.4798
Si	-7.2634	-2.8285	31.5115	0.1217	0.1738	0.3262
Si	-3.3962	1.0387	31.5115	-0.0934	0.0069	-0.0507
Si	-3.3962	4.9058	31.5115	-0.2677	0.0188	-0.1247
Si	-3.3962	8.773	31.5115	0.0677	0.0197	0.0658
Si	-3.3962	-2.8285	31.5115	-0.1055	-0.0068	-0.0215
Si	0.4709	1.0387	31.5115	0.189	-0.0155	-0.509
Si	0.4709	4.9058	31.5115	0.1851	-0.0438	-0.28
Si	0.4709	8.773	31.5115	0.2167	0.0834	-0.3074
Si	0.4709	-2.8285	31.5115	0.1875	0.0821	-0.1931
Si	4.3381	1.0387	31.5115	-0.2019	0.1365	0.0078
Si	4.3381	4.9058	31.5115	-0.0316	-0.1727	-0.0652
Si	4.3381	8.773	31.5115	-0.406	-0.1433	0.2481
Si	4.3381	-2.8285	31.5115	-0.2313	0.119	0.3027
Si	0	1.9336	3.4175	0.1002	-0.0168	-0.2289
Si	0	5.8008	3.4175	0.3523	-0.0161	-0.2174
Si	0	-5.8008	3.4175	0.0334	-0.1239	-0.1035
Si	0	-1.9336	3.4175	0.2796	-0.0956	-0.2958
Si	3.8672	1.9336	3.4175	0.1191	0.1805	-0.089
Si	3.8672	5.8008	3.4175	0.0006	-0.0175	0.1079
Si	3.8672	-5.8008	3.4175	-0.0007	-0.0413	-0.2403
Si	3.8672	-1.9336	3.4175	-0.0588	0.1599	-0.0754
Si	7.7343	1.9336	3.4175	0.1243	-0.0835	0.3215
Si	7.7343	5.8008	3.4175	0.0671	-0.0574	0.3331
Si	7.7343	-5.8008	3.4175	0.1054	0.116	0.1916
Si	7.7343	-1.9336	3.4175	0.0677	0.1691	0.3184
Si	11.6015	1.9336	3.4175	-0.2021	-0.045	0.0814
Si	11.6015	5.8008	3.4175	-0.3946	-0.0163	-0.1057
Si	11.6015	-5.8008	3.4175	-0.1409	0.0055	0.1061
Si	11.6015	-1.9336	3.4175	-0.3926	0.0105	-0.1041
Si	-1.9289	1.833	4.7436	0.0001	0.0014	-0.0025
Si	-1.9326	5.7188	4.6927	0.0015	0.0001	-0.0033
Si	-1.9329	-5.822	4.7668	-0.0015	-0.0006	-0.0003
Si	-1.9357	-1.9724	4.6983	0.0005	0.0017	-0.0003
Si	1.9425	1.9972	4.7615	0	0.0007	0.0006
Si	1.9418	5.8147	4.8128	0	-0.0008	0.0005
Si	1.9415	-5.8769	4.7651	-0.0002	-0.001	0.0004
Si	1.9363	-1.9602	4.7874	-0.0002	-0.0016	0.0001
Si	5.7988	1.9568	4.7941	0.0002	0.002	-0.0003
Si	5.7953	5.8189	4.805	0.0006	0.0011	-0.0016
Si	5.7874	-5.7132	4.7629	0.0002	0.0037	-0.0021
Si	5.7849	-1.8397	4.7853	-0.0015	0.0004	-0.0028
Si	9.6749	1.9516	4.8515	-0.002	0.0009	-0.0004
Si	9.6685	5.82	4.8501	0.0002	-0.0003	0.0021
Si	9.6719	-5.8036	4.8392	0.0008	-0.0011	0.0009
Si	9.6702	-1.9176	4.8493	0.0011	0.0014	0.0005
Si	-1.9275	-0.124	6.0963	-0.0001	-0.001	0.0004
Si	-1.9011	3.7798	6.0128	-0.0021	0.0008	-0.0013
Si	-1.937	-7.8406	6.0016	0.0008	-0.0005	0
Si	-1.9431	-3.8349	6.0793	0.0009	-0.0004	-0.0013
Si	1.9193	0.0536	6.0514	0.0016	-0.0001	0.0005
Si	1.9617	3.9018	6.2003	-0.0014	-0.0027	0.0011
Si	1.9778	-7.7514	6.2377	0	0.0016	0.0005
Si	1.9625	-3.9701	6.096	0.0021	-0.0004	0.0004
Si	5.7542	0.0738	6.2239	0.0019	-0.0001	-0.0017
Si	5.8251	3.864	6.1932	-0.0011	0.0016	0.003
Si	5.7882	-7.6424	6.0882	-0.0003	0.0011	-0.0003
Si	5.7393	-3.7505	6.1264	0.0014	0.0008	0.0001
Si	9.7094	0.0222	6.2695	0.0025	0.0003	-0.0008
Si	9.6894	3.8968	6.2687	-0.0017	0.0005	0.0011
Si	9.6451	-7.7154	6.2817	0.0009	0.0002	0.0032
Si	9.6539	-3.8672	6.2348	-0.0006	0.0002	0
Si	0.0132	-0.0389	7.4124	0.002	-0.0013	0.001
Si	-0.0479	3.7672	7.4591	0.0015	0.0036	-0.0002
Si	-0.0629	-7.8636	7.4334	0.0014	-0.0028	-0.0033
Si	0.0168	-3.8855	7.3879	0.0002	0.0019	-0.0012
Si	3.7247	0.0541	7.5435	-0.0004	-0.0012	0.0011
Si	3.8896	3.8908	7.5991	0.0004	-0.0013	0.0014
Si	3.9625	-7.647	7.5953	0.0014	0.0009	0.0002
Si	3.8286	-3.8598	7.5577	-0.001	-0.0005	0.0007
Si	7.7128	0.1788	7.5821	-0.0001	0.0042	-0.0005
Si	7.7206	4.062	7.6464	-0.0003	-0.0014	0.0005
Si	7.6071	-7.5396	7.5846	-0.0008	-0.0028	-0.0011
Si	7.6379	-3.7395	7.5201	-0.001	0.0016	-0.0022
Si	-3.7308	-0.1107	7.6173	-0.003	-0.0059	0.0022
Si	-3.716	3.7494	7.4971	0.0023	-0.0015	-0.0048
Si	-3.7582	-7.8578	7.4941	0.002	0.0057	-0.004
Si	-3.8064	-3.8812	7.5399	0.0007	-0.0009	-0.0007
Si	-0.5471	1.8271	8.7609	0.0012	-0.0016	0.0006
Si	-0.6143	5.6729	8.7321	0.0079	-0.0006	0.0073
Si	-0.6558	-5.8707	8.5102	-0.0022	-0.0007	-0.0017
Si	0.7009	-1.96	8.6107	0.0003	-0.0003	0.0007
Si	3.383	1.9589	8.9526	-0.0007	-0.0009	-0.0044
Si	4.5751	5.8614	8.799	-0.0081	-0.0006	0.0088
Si	4.4415	-5.7158	8.957	-0.001	-0.0031	-0.0008
Si	3.0986	-1.9224	8.732	0.0028	-0.0019	0.0017
Si	4.9894	1.7576	10.6321	-0.0026	0.0036	-0.0124
Si	7.0631	6.0462	8.8793	-0.0008	0.002	-0.0011
Si	6.919	-5.5622	8.8367	0.0032	-0.0004	0.0013
Si	7.4688	-1.774	8.8576	0.0006	0.0018	0.0009
Si	-3.0694	1.829	8.8005	-0.0036	-0.0002	0.006
Si	-3.0472	5.6445	8.6974	-0.0012	-0.0003	-0.0168
Si	-3.0715	-5.8677	8.5409	0.0029	0.0009	-0.0014
Si	-3.5124	-2.0654	9.0619	-0.0054	0.0014	0.002
Si	1.3053	1.8958	10.2963	-0.0022	0.0063	0.0031
Si	7.7266	2.1364	9	0.0011	0.0003	0
Si	-12.032	-6.3281	24.5476	0.0156	0.0008	0.005
Si	-7.2634	-0.8949	32.8787	0.0717	-0.0092	0.0275
Si	-7.2634	2.9723	32.8787	0.0626	0.0319	0.0211
Si	-7.2634	6.8394	32.8787	0.0419	0.0572	0.0217
Si	-7.2634	-4.7621	32.8787	0.039	-0.0029	0.0016
Si	-3.3962	-0.8949	32.8787	-0.0495	-0.0031	0.0038
Si	-3.3962	2.9723	32.8787	-0.007	-0.0151	-0.0086
Si	-3.3962	6.8394	32.8787	-0.0465	-0.0035	0.0064
Si	-3.3962	-4.7621	32.8787	-0.0814	-0.0061	0.0026
Si	0.4709	-0.8949	32.8787	0.0732	-0.0324	-0.0147
Si	0.4709	2.9723	32.8787	0.0388	0.0207	-0.0239
Si	0.4709	6.8394	32.8787	0.0684	-0.0222	-0.0268
Si	0.4709	-4.7621	32.8787	0.1264	-0.0165	-0.0167
Si	4.3381	-0.8949	32.8787	-0.0933	-0.0297	0.0175
Si	4.3381	2.9723	32.8787	-0.1095	0.0067	0.0233
Si	4.3381	6.8394	32.8787	-0.086	0.0482	0.0032
Si	4.3381	-4.7621	32.8787	-0.0748	0.0065	-0.0078
Si	-5.3298	-0.8949	34.246	-0.0149	0.015	0.0154
Si	-5.3298	2.9723	34.246	-0.0136	-0.0152	0.0089
Si	-5.3298	6.8394	34.246	-0.0221	-0.0031	0.024
Si	-5.3298	-4.7621	34.246	0.0131	0.0093	0.0234
Si	-1.4627	-0.8949	34.246	-0.0105	0.0325	-0.0184
Si	-1.4627	2.9723	34.246	-0.0048	-0.009	-0.018
Si	-1.4627	6.8394	34.246	0.0247	-0.0448	-0.0252
Si	-1.4627	-4.7621	34.246	0.0019	-0.0053	-0.023
Si	2.4045	-0.8949	34.246	0.0261	0.031	0.0128
Si	2.4045	2.9723	34.246	0.0229	-0.0023	0.0076
Si	2.4045	6.8394	34.246	0.0147	-0.0481	0.0112
Si	2.4045	-4.7621	34.246	-0.0097	0.0097	0.0175
Si	-9.197	-0.8949	34.246	0.0017	0.0335	-0.0011
Si	-9.197	2.9723	34.246	-0.0052	-0.0173	0.0024
Si	-9.197	6.8394	34.246	-0.0169	-0.0273	-0.009
Si	-9.197	-4.7621	34.246	-0.0124	-0.0084	-0.0021
Si	1.9336	0	0.683	0.0214	0.0119	-0.0247
Si	1.9336	3.8672	0.683	0.0152	-0.0376	-0.0176
Si	1.9336	7.7343	0.683	-0.0193	0.01	-0.0094
Si	1.9336	-3.8672	0.683	-0.0036	0.0256	-0.0236
Si	5.8008	0	0.683	-0.0118	0.0056	0.03
Si	5.8008	3.8672	0.683	-0.0057	0.0143	0.0107
Si	5.8008	7.7343	0.683	-0.0211	-0.0233	-0.0056
Si	5.8008	-3.8672	0.683	-0.0018	-0.0097	0.0198
Si	9.6679	0	0.683	-0.0162	-0.0036	-0.0211
Si	9.6679	3.8672	0.683	-0.0286	-0.0436	-0.0068
Si	9.6679	7.7343	0.683	0.0159	0.0141	0.0003
Si	9.6679	-3.8672	0.683	0.0084	0.019	-0.0178
Si	-1.9336	0	0.683	-0.0026	0.0117	0.0292
Si	-1.9336	3.8672	0.683	0.007	0.0544	0.0019
Si	-1.9336	7.7343	0.683	0.0199	-0.0066	-0.0129
Si	-1.9336	-3.8672	0.683	0.0041	-0.0152	0.0077
Si	0	0	2.0503	0.1657	0.0267	-0.0213
Si	0	3.8672	2.0503	0.0378	0.0071	-0.0291
Si	0	7.7343	2.0503	-0.0267	0.0277	-0.016
Si	0	-3.8672	2.0503	0.0798	0.042	-0.0129
Si	3.8672	0	2.0503	-0.0818	-0.0379	-0.0063
Si	3.8672	3.8672	2.0503	0.0236	-0.0406	-0.016
Si	3.8672	7.7343	2.0503	0.0655	0.0206	-0.005
Si	3.8672	-3.8672	2.0503	-0.0612	-0.0259	0.0028
Si	7.7343	0	2.0503	0.0965	-0.0052	0.001
Si	7.7343	3.8672	2.0503	0.0596	0.0006	0.0309
Si	7.7343	7.7343	2.0503	0.0087	-0.0074	0.0274
Si	7.7343	-3.8672	2.0503	0.0794	-0.0519	0.0157
Si	11.6015	0	2.0503	-0.1549	0.0048	-0.0149
Si	11.6015	3.8672	2.0503	-0.1076	0.0225	-0.01
Si	11.6015	7.7343	2.0503	-0.0405	-0.0056	0.0078
Si	11.6015	-3.8672	2.0503	-0.1157	0.019	-0.0018
Si	-8.5634	-1.0879	21.0366	-0.0029	-0.0071	-0.0002
Si	-7.0805	-0.1765	23.6715	0.0019	-0.0033	-0.0037
Si	-5.9805	-5.9283	24.1554	-0.0042	0.0099	0.0064
Si	-4.6725	1.6304	23.4194	0.0172	-0.0085	-0.0038
Si	-5.4769	4.6476	23.9811	-0.0033	0.0123	0.0027
Si	-2.0281	-7.8431	22.3032	0.0065	-0.0015	-0.0015
Si	1.4023	1.0701	23.3824	-0.0027	0.006	0.0044
Si	2.4293	-7.7255	22.1344	-0.0024	-0.0031	-0.0006
Si	2.0358	-2.061	23.3551	-0.0039	-0.0066	0.0039
Si	-11.1614	1.9186	23.1184	0.0016	0.0019	0.0054
Si	1.6267	5.2703	23.3168	0.003	0.0024	-0.0012
Si	-11.8285	5.8151	19.8612	0.0004	0.0013	0.006
Si	-10.9581	-3.5072	23.838	0.0032	0.0004	0.0055
Si	-0.5708	-2.2155	10.5202	0.0053	-0.0015	-0.0116
Si	-0.6852	1.3651	14.8963	-0.0044	-0.0026	-0.0055
Si	0.6764	4.7881	11.5419	-0.0026	-0.0023	-0.0081
Si	0.3981	-5.1432	11.3216	-0.0005	0.0083	0.0054
Si	3.3456	-9.0809	11.7059	0.0012	-0.0005	-0.0106
Si	3.4519	-5.8828	11.2103	0.0048	0.0002	-0.0091
Si	5.0655	-1.3991	10.7714	0.0092	-0.002	-0.004
Si	8.0256	-8.8996	11.038	-0.0205	0.0323	-0.0348
Si	-3.8911	-6.1404	10.6729	0.0001	0.0047	-0.0239
Si	4.8111	-5.0927	13.9493	-0.0001	0.0021	-0.007
Si	-5.2542	1.6334	10.9807	-0.0033	0.0037	-0.0067
Si	-4.2379	2.7045	13.5134	0.0016	-0.0049	-0.0117
Si	8.6242	-5.7324	11.4212	-0.0032	0.0005	-0.003
Si	9.659	-1.4874	11.1721	0.0004	-0.0029	-0.012
Si	-8.8513	-6.5211	19.8133	-0.0008	0.001	0.0066
Si	5.9549	5.6459	13.2942	-0.0087	-0.0028	0.0101
Si	1.6205	-0.4566	19.5105	0.0008	-0.0023	0.0055
Si	-4.73	3.0786	16.4059	-0.001	-0.0012	-0.0007
Si	-7.2208	1.4839	16.9549	-0.0011	0.002	-0.0037
Si	9.3748	-3.6062	13.5423	0.0008	0.0061	-0.0108
Si	5.8908	-7.6568	15.396	-0.0018	-0.0018	-0.0061
Si	-1.7956	-6.1239	13.0091	0.0123	-0.0038	-0.0096
Si	5.3911	-2.1911	13.6847	0.0015	0.003	-0.0121
Si	-1.7677	-7.0868	18.0907	0.0033	-0.0041	-0.0026
Si	1.0599	-6.7489	17.2444	-0.0019	0	-0.0045
Si	-3.2386	1.5783	20.5901	0.0026	0.003	0.008
Si	-4.0843	4.1699	19.1306	0.0098	-0.002	0.0008
Si	1.1324	4.1787	20.4813	-0.0035	0.0031	0.0048
Si	-6.1029	5.6787	21.0019	0.0036	-0.0001	0.0106
Si	-9.2193	6.0733	21.1901	-0.0004	0.0031	0.0061
Si	-4.4407	-9.26	11.2954	0.0272	0.0259	-0.0165
Si	2.7831	-4.3021	16.2015	-0.0042	-0.0009	-0.0007
Si	-3.9056	-1.3783	19.4629	-0.0022	-0.0014	0.0007
Si	3.4939	3.435	16.1126	-0.0004	0.0017	-0.0035
Si	-10.0405	1.7215	17.6245	0.0041	0.0028	-0.0041
Si	4.9994	2.8111	13.5229	0.0035	-0.0041	-0.0081
Si	-3.3935	-4.4606	14.9226	0.006	0.0011	-0.0133
Si	2.4458	-1.5531	14.6834	-0.0047	0.0016	-0.0059
Si	-12.1987	6.5531	16.8214	-0.0051	0.0018	-0.0025
Si	8.7934	-3.3753	16.5829	0.0015	0.0051	0.0021
Si	-1.4358	5.8386	19.9865	0.0033	0.0003	0.0078
Si	-4.303	-7.1482	16.3062	-0.0052	-0.0025	-0.0007
Si	-7.225	-6.4977	17.2775	0.0089	0.0057	-0.0005
Si	-10.6402	4.9013	23.7279	0.0013	0.0013	0.0029
Si	-3.0572	-8.8492	14.0069	0.002	-0.0061	-0.0036
Si	-3.5654	0.5601	15.3755	0.0014	-0.0002	-0.0091
Si	-0.1225	1.5319	20.8302	-0.0011	0.0002	0.0049
Si	-2.3282	-3.2717	21.2692	0.0096	-0.0009	0.005
Si	6.2316	0.4138	15.1003	0.005	0.003	-0.0058
Si	0.615	-2.979	20.7064	-0.0024	-0.0008	0.0011
Si	-2.5283	-5.5104	20.5097	0.0018	0.0098	0.0062
Si	-9.2917	-3.9077	21.1488	-0.0005	-0.0051	0.0056
Si	-3.7897	-2.2037	16.6348	-0.001	0.0001	-0.0042
Si	1.8016	0.8222	16.5808	-0.0053	-0.0004	-0.0042
Si	-11.0366	0.4712	20.4068	-0.002	-0.0036	0.0029
Si	-6.8236	-1.0605	18.5119	0.0017	-0.0041	-0.0041
Si	-1.5587	4.0576	13.7763	-0.0056	-0.0033	-0.0128
Si	-4.8265	-7.1371	21.5863	0.0072	-0.0039	0.0043
Si	0.5896	-0.2068	12.5083	0	0.0009	0.0016
Si	-11.1018	-4.7401	18.9431	0.002	0.0009	0.0037
Si	1.6164	-5.7452	20.0784	0	-0.0014	0.0029
O	-5.9493	-4.2976	24.0468	-0.0023	0.0032	-0.0022
O	1.3364	6.8269	22.9258	-0.0032	0.0032	-0.0034
O	-10.1007	-6.0453	18.8311	0.0041	-0.0018	-0.0022
O	-3.5187	0.0883	20.0268	0.0006	0.0025	-0.001
O	-3.9214	0.9024	24.668	0.0025	-0.0085	0.0056
O	-3.6875	1.7652	22.1442	0.0007	-0.0004	-0.0093
O	-4.7996	-6.519	25.1183	0.0131	-0.0072	0.0013
O	-1.4711	1.0391	25.6374	0.0093	0.0016	0.0004
O	-12.2257	5.1623	23.4439	0.0071	-0.0017	-0.0063
O	-4.1978	5.2524	24.8136	0.0141	0.0063	0
O	-0.9345	-2.5906	25.0338	-0.0139	-0.0071	-0.0212
O	1.6621	-2.5561	24.8721	-0.0054	-0.0057	0.0199
O	-10.7886	0.9069	24.3549	0.0072	-0.0054	0.0091
O	-1.3898	-7.6984	23.7851	0.002	0.0039	0.0073
O	1.9555	-6.6367	25.1874	-0.0142	-0.0001	0.0054
O	-11.8231	-2.2645	23.2098	-0.0001	-0.0009	-0.0054
O	-0.0349	5.5736	10.2954	-0.006	0.0027	-0.0076
O	1.2842	3.3382	11.0938	0.0015	-0.0083	0.0033
O	-0.032	-6.0292	10.0322	-0.0019	-0.0122	-0.0128
O	6.9683	-9.5728	12.0628	-0.0185	-0.0124	0.0092
O	3.8964	-9.7143	10.3114	0.0116	-0.0025	-0.0138
O	3.8307	-1.8277	13.9035	0.004	-0.0003	0.0055
O	-7.8033	-0.5437	19.7021	-0.0056	0.0014	0.0068
O	3.5504	-1.8838	10.3593	-0.0096	0.0004	-0.0032
O	6.471	2.221	10.0762	0.005	-0.0015	0.0026
O	9.1267	2.122	9.8733	-0.0065	-0.0009	-0.0001
O	-3.1728	-7.5201	17.4064	0.0024	-0.0027	0.0072
O	7.4872	-5.2145	10.3741	-0.0063	0.0019	-0.0033
O	5.9186	-1.803	9.4348	0.003	-0.0017	0.0002
O	8.3674	-1.7256	10.2239	-0.0003	-0.0004	0.004
O	-1.9708	0.4176	15.1744	-0.0005	-0.0016	0.0058
O	3.7357	3.125	14.5173	0.002	0.0004	0.0003
O	-4.5369	-2.0775	10.349	0.006	0.0016	-0.0028
O	-2.0537	-2.2272	9.8138	-0.0083	-0.0014	0.0018
O	-3.5609	-2.4973	20.5665	-0.0001	0.0002	0.0011
O	-10.137	-0.854	20.6823	0.0034	-0.0007	-0.003
O	-7.722	5.4648	20.9626	0.0023	-0.0014	-0.0047
O	-10.6536	3.1323	17.0432	0.0012	0.0007	0.0017
O	2.1893	-2.8306	15.7133	0.0003	0.0015	0.004
O	-4.5285	-3.9815	13.8457	-0.0039	0.0022	-0.0032
O	-5.9619	0.7685	22.9551	-0.0113	-0.0063	-0.0056
O	-5.6025	0.1075	11.4625	-0.0004	-0.0013	0.0063
O	-2.5231	-2.9864	22.8739	-0.0062	-0.0164	-0.0032
O	1.7226	-0.4958	23.1302	0.0024	-0.0029	-0.0065
O	-12.3683	-5.167	19.8455	0.0019	-0.0007	-0.003
O	-2.7837	3.2729	13.0071	0.0028	0.0009	0.0101
O	-9.9264	-3.978	22.6568	-0.0025	0.0017	0.0011
O	-4.0974	-8.2269	15.0959	0.0008	-0.0086	-0.0036
O	5.2981	0.5535	16.457	0.0003	-0.0015	0.0007
O	1.2429	-6.7633	18.8711	0.0008	-0.001	0.0032
O	8.5791	-4.8778	12.8306	-0.002	-0.0034	0.0028
O	-10.6823	1.4627	21.6401	0.0012	0.0045	0.002
O	-10.3258	5.2971	20.2531	0.0006	-0.001	-0.0045
O	-8.5251	-5.3157	20.8691	-0.0002	0.0044	-0.0034
O	-4.2173	-7.7122	10.9089	-0.0008	0.0011	-0.0021
O	0.256	1.008	16.1569	0.0056	-0.0015	0.0042
O	1.4788	0.6355	11.3871	0.0024	0.007	-0.0031
O	6.4475	-8.9424	14.5664	-0.0016	-0.001	0.0055
O	0.8785	2.6156	20.1379	-0.0001	-0.0005	-0.002
O	-0.4176	4.5372	12.7218	0.0017	0.001	0.0039
O	4.5668	2.6556	11.9518	0.0015	0.0001	0.0108
O	-4.0941	-5.6139	15.8272	-0.0056	0.002	0.003
O	-7.4479	-2.2291	17.5046	0.0024	0.0012	0.0021
O	-8.4582	1.9725	17.8963	0.0002	-0.0009	0.0013
O	-4.1102	-6.0274	20.6132	-0.0082	-0.007	-0.0033
O	-7.1527	-4.8766	17.0161	-0.0015	-0.0032	0.0022
O	-6.9009	4.9838	24.7166	-0.0174	0.0022	0.0065
O	-2.078	-5.088	14.2216	-0.0004	0.0082	0.012
O	-6.4138	0.2632	17.658	0.0001	-0.0027	0.0011
O	-8.2327	-2.6777	21.1612	0.0017	0.0044	-0.004
O	-12.598	0.0322	20.4296	0.0023	0.0021	-0.003
O	2.397	2.3411	16.6351	0.0009	0.0006	0.0034
O	9.4003	-2.296	12.5629	0.0014	-0.0004	0.0048
O	-0.0419	5.0399	19.7569	0.0041	-0.001	-0.0024
O	-0.5593	-6.8851	16.9884	0.0014	0.0004	0.0023
O	-3.7545	1.7186	10.3201	0.006	-0.0001	-0.0026
O	5.654	-6.4072	14.3771	-0.0002	0.003	0.0034
O	-5.8149	-7.2381	16.9057	0.0009	0.0002	0.0016
O	-0.966	2.9818	14.8669	0.0005	0.0033	0.0054
O	9.4661	5.7904	11.1121	-0.0343	-0.0396	0.0109
O	-5.3518	-5.4025	10.8202	-0.0084	0.0101	0.0081
O	4.4214	-9.4005	12.8936	-0.0057	0.0022	0.0048
O	-5.2754	2.6782	12.2522	0.0017	-0.0051	0.0019
O	-1.6563	1.9303	20.5367	0.0004	-0.0018	-0.0033
O	1.0697	4.3514	22.1006	0.0025	0.0002	0.0001
O	-12.3025	-8.5248	20.9301	-0.0022	0.0029	-0.0013
O	-2.7954	-5.6774	11.7936	0.0078	0.0099	0.01
O	-11.9951	-4.7511	24.1073	0.0003	-0.0021	-0.0035
O	-1.6201	-6.514	21.4441	0.0053	-0.0074	0.0013
O	7.7304	0.9167	15.506	-0.0052	-0.0021	0.0031
O	-4.1827	-0.899	15.727	0.0002	0	0.0059
O	6.2777	-1.1159	14.538	-0.0018	-0.0021	0.0046
O	-5.1006	-3.1292	16.9195	0.0016	0.0002	0.0019
O	5.1152	0.191	11.0935	-0.0009	-0.003	0.0079
O	-9.6929	5.8541	22.7589	-0.0049	-0.0067	0.0012
O	-10.7492	1.2237	18.9893	-0.0026	-0.0028	0.0043
O	2.5581	-0.1498	15.509	0.0007	-0.0025	0.0038
O	-2.1202	5.3911	14.5592	0.0008	-0.0002	0.0067
O	-3.655	-7.9005	22.4335	-0.0126	-0.0006	-0.0041
O	5.6769	-2.1404	12.0808	-0.0022	0.0007	0.0009
O	-11.8895	-7.2096	23.1699	0.003	0.0015	-0.0021
O	-0.545	-1.0402	11.6725	-0.0013	-0.005	0.0049
O	0.1333	1.4674	22.4413	0.003	0.0008	-0.0005
O	-5.4207	4.8239	19.7957	-0.0094	0.0042	0.003
O	-5.8456	-6.4427	22.631	-0.0021	0.0031	-0.0096
O	-10.377	3.3237	23.3587	0.0034	0.0033	-0.0052
O	1.9081	5.7156	12.0918	-0.0025	-0.0022	0.0081
O	1.3589	-1.2981	13.4718	-0.0037	0.0028	0.0027
O	-7.4159	-6.4756	24.7177	-0.0102	-0.0047	0.0075
O	1.4612	-2.0792	19.6306	-0.0008	0.0015	-0.0043
O	-3.9801	-9.4938	12.8263	0.0155	-0.0129	0.0606
O	-3.5278	5.3416	10.2721	0.0173	-0.0252	-0.0169
O	7.0425	-7.1978	16.4354	-0.0087	-0.0038	-0.0011
O	-0.9449	-2.5321	20.7877	-0.0047	-0.0011	-0.0016
O	-0.2425	-3.6427	11.2643	-0.0039	0.0097	0.0076
O	-1.5924	4.9809	25.5676	0.0053	0.0015	0.0053
O	-4.1841	4.1725	17.4879	-0.0019	-0.0031	-0.0015
O	-1.7261	-5.0114	24.2411	0.0138	0.0074	0.0129
O	3.1698	-7.4672	11.541	0.0015	0.0031	0.0074
O	-7.5571	-6.7756	18.8543	-0.002	-0.0018	0.0029
O	4.4251	-5.2447	12.3673	0.0039	-0.0007	0.0042
O	-4.0296	2.6243	19.6384	-0.0007	-0.0038	0.0003
O	3.0604	5.012	16.2667	0.0007	-0.0025	0.0023
O	-8.1999	-0.3824	22.4748	0.0051	0.0026	0.0046
O	-4.6732	3.5887	14.8388	0.0009	0.0016	0.0036
O	-3.1368	-1.6864	18.0397	-0.0003	-0.0021	-0.002
O	0.9192	4.8434	24.7044	-0.0097	-0.001	0.0171
O	2.0255	-5.0715	11.3546	0.0046	0.0025	0.0086
O	-5.6917	-8.2291	20.7459	0.0008	0.0031	-0.0034
O	0.5777	-4.5058	20.1509	-0.0025	0.0036	-0.001
O	1.2609	-2.9243	22.2078	0.0086	0.0049	0.0073
O	-0.0653	0.9488	13.4489	0.0064	-0.0048	-0.0002
O	-11.8045	6.4851	18.3928	0.0008	0.0001	0.0021
O	-2.0195	-5.7091	18.9518	-0.0036	0.0041	-0.0003
O	1.5706	-5.3103	16.6418	0.0031	0.0034	0.0036
O	-1.363	-8.308	19.0691	0.0009	0.0026	-0.0061
O	1.0739	1.2925	24.9446	0.0005	0.0004	0.0074
O	-0.2233	-5.9346	12.6104	-0.0017	-0.0033	0.0108
O	1.875	0.0448	17.9982	0.0022	0.0003	0.0007
O	-6.3112	-1.6092	23.9546	-0.0094	0.0102	-0.0049
O	5.6907	1.4004	13.9309	-0.0032	0.004	0.0041
O	-5.493	-1.5844	19.2515	0.0028	0.0005	0.0004
O	1.8959	-8.0247	16.6271	0.0038	-0.0024	0.003
O	-2.8086	-3.2039	15.7992	0.003	0.0017	0.0071
O	-3.8657	1.6846	16.5333	-0.0005	-0.0009	0.0018
O	4.4828	-8.1102	16.0872	0.0035	0.0017	0.0036
O	-12.7908	2.036	23.0591	-0.0047	0.002	-0.0055
O	-10.3234	-3.6422	19.8815	0.003	-0.0006	-0.0008
O	3.4922	-4.9855	14.9032	0.006	-0.0017	0.0027
O	-2.7367	4.9555	19.5822	-0.0042	-0.0047	-0.0031
O	-9.2066	-7.8277	20.7197	0.0003	-0.0037	-0.0027
O	-5.5303	5.2161	22.4625	-0.0023	-0.0013	-0.0063
O	8.6112	-3.2315	14.9526	0.0008	-0.0029	-0.0052
O	-4.1846	1.1282	13.9777	-0.0013	0.0012	0.0064
O	-5.2424	3.0462	23.9512	-0.0119	0.0042	-0.0011
O	8.321	-7.3447	11.5611	0.0029	-0.0015	0.003
O	-12.8723	4.5635	19.8835	-0.0006	-0.0009	-0.0026
O	-1.522	6.2653	21.5651	0.0007	0.0051	0.0014
O	6.0372	4.0622	13.6747	-0.0018	-0.0007	0.0059
O	1.5713	-6.4993	21.5105	0.0017	-0.0066	0.002
O	-11.6088	-4.1896	17.4703	0.0006	-0.0002	0.0011
O	-2.0707	-7.672	13.4402	0.0054	-0.0006	0.002
O	0.2231	0.1182	20.115	-0.0015	0.0027	-0.0022
O	-6.2849	2.7799	16.7598	0.0028	0.0003	0.003
O	5.6935	-3.7243	14.1623	-0.0002	-0.0012	0.0065

Results
free energy: -287102.213 eV
free energy less fixed offsets of O -568.88, Si -635.61 eV per atom: -11.573 eV

The program warned: the cutoff lies below the one the program advises for these potential files; the forces do not sum to zero within the program's tolerance; the exchange-correlation potential is rough where the density is thin.
